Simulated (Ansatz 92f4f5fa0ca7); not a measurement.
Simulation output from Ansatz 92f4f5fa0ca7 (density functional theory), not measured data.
Periodic cell of 375 atoms, Si241O134, from a study of silicon, its oxide and their interface. The atomic structure is a simulated model.
Doubt: the cutoff is far below the 930 eV that the study's wrapper takes by default for these files, so forces and energies are approximate.
This geometry differs little from another in the collection (a relaxation step or a small displacement).

Settings
functional: PBE
potential files: Ansatz PAW
basis: plane waves
wave-function cutoff: 580 eV
density cutoff ratio: 5
exchange-correlation grid ratio: 1
k mesh: 1 x 1 x 1, Gamma-centred
self-consistency stop: 5e-08 eV per atom in the density residual
occupations: fixed
spin: none
net charge: 0

Cell vectors (angstrom)
a	11.6015	0	0
b	0	13.3963	0
c	0	0	41.8015

Atoms and the computed forces on them: element, x, y, z (angstrom), force x, y, z (eV/angstrom)
Si	0	2.2327	1.1851	0.0382	0.1211	0.0187
Si	3.8672	2.2327	1.1851	-0.0714	0.0074	0.0625
Si	7.7343	2.2327	1.1851	0.0071	0.0389	0.0011
Si	1.9336	5.5818	1.1851	-0.0327	-0.0211	0.0424
Si	5.8008	5.5818	1.1851	0.0331	-0.0596	-0.0441
Si	9.6679	5.5818	1.1851	0.0132	-0.0417	0.0078
Si	0	8.9308	1.1851	-0.0375	-0.0272	0.0467
Si	3.8672	8.9308	1.1851	0.0117	0.0696	-0.0418
Si	7.7343	8.9308	1.1851	0.0041	0.0119	0.04
Si	1.9336	12.2799	1.1851	0.075	-0.0139	-0.0366
Si	5.8008	12.2799	1.1851	-0.0921	-0.0438	0.0112
Si	9.6679	12.2799	1.1851	0.0356	-0.0151	-0.0348
Si	1.9336	1.1164	1.9745	-0.0487	-0.1453	-0.0106
Si	5.8008	1.1164	1.9745	0.074	0.0118	-0.0247
Si	9.6679	1.1164	1.9745	-0.0171	-0.0968	-0.0312
Si	0	4.4654	1.9745	-0.1028	-0.0402	0.0267
Si	3.8672	4.4654	1.9745	0.1076	0.0816	-0.0146
Si	7.7343	4.4654	1.9745	-0.0666	0.0263	0.0186
Si	1.9336	7.8145	1.9745	0.1636	-0.0238	-0.0412
Si	5.8008	7.8145	1.9745	-0.0665	0.0231	-0.0346
Si	9.6679	7.8145	1.9745	0.0615	0.096	-0.0219
Si	0	11.1635	1.9745	-0.0858	0.0637	-0.016
Si	3.8672	11.1635	1.9745	0.0132	0.0016	0.0729
Si	7.7343	11.1635	1.9745	0.0125	0.0181	-0.0222
Si	1.9336	1.1164	4.3426	-0.1038	-0.4067	-0.1528
Si	5.8008	1.1164	4.3426	0.1532	0.0337	0.3665
Si	9.6679	1.1164	4.3426	-0.0492	-0.2157	0.3615
Si	0	4.4654	4.3426	-0.2919	-0.0674	-0.3553
Si	3.8672	4.4654	4.3426	0.3658	0.2351	0.0672
Si	7.7343	4.4654	4.3426	-0.1469	0.0383	-0.3828
Si	1.9336	7.8145	4.3426	0.3836	-0.0483	0.0362
Si	5.8008	7.8145	4.3426	-0.1423	0.0862	0.1032
Si	9.6679	7.8145	4.3426	0.1159	0.2499	-0.0026
Si	0	11.1635	4.3426	-0.1853	0.153	0.1058
Si	3.8672	11.1635	4.3426	0.0158	0.0067	-0.3094
Si	7.7343	11.1635	4.3426	0.0132	0.0335	0.3645
Si	0	0	37.461	0.3243	0.3809	0.974
Si	3.8672	0	37.461	-0.1232	0.1331	-0.3382
Si	7.7343	0	37.461	-0.3007	-0.2605	0.9009
Si	1.9336	3.3491	37.461	-0.0428	0.1561	-1.1085
Si	5.8008	3.3491	37.461	-0.0845	-0.4703	0.43
Si	9.6679	3.3491	37.461	-0.1211	-0.2425	-0.0591
Si	0	6.6981	37.461	-0.0505	-0.3425	-0.5789
Si	3.8672	6.6981	37.461	0.1734	0.2853	0.6202
Si	7.7343	6.6981	37.461	-0.1294	0.0096	0.1107
Si	1.9336	10.0472	37.461	0.0694	-0.2985	-0.3275
Si	5.8008	10.0472	37.461	0.0605	0.2267	-0.4117
Si	9.6679	10.0472	37.461	-0.0258	0.3813	-0.361
Si	0	0	39.8291	0.2021	0.1875	-0.0012
Si	3.8672	0	39.8291	-0.0251	0.0261	0.0563
Si	7.7343	0	39.8291	-0.1094	-0.0774	-0.0455
Si	1.9336	3.3491	39.8291	0.0005	0.0637	0.1117
Si	5.8008	3.3491	39.8291	-0.0701	-0.2565	0.0071
Si	9.6679	3.3491	39.8291	-0.058	-0.0737	0.059
Si	0	6.6981	39.8291	0.0131	-0.1399	0.0468
Si	3.8672	6.6981	39.8291	-0.0105	0.152	-0.0226
Si	7.7343	6.6981	39.8291	-0.0123	0.0028	-0.0122
Si	1.9336	10.0472	39.8291	-0.0032	-0.1191	0.0136
Si	5.8008	10.0472	39.8291	0.0116	0.0478	0.0435
Si	9.6679	10.0472	39.8291	0.0237	0.0927	0.0455
Si	0	2.2327	40.6185	-0.0478	-0.1317	0.0104
Si	3.8672	2.2327	40.6185	0.081	0.0078	0.0027
Si	7.7343	2.2327	40.6185	-0.0117	-0.0391	0.0494
Si	1.9336	5.5818	40.6185	0.0436	0.0272	-0.0308
Si	5.8008	5.5818	40.6185	-0.0316	0.0558	-0.0481
Si	9.6679	5.5818	40.6185	-0.0274	0.0288	-0.0419
Si	0	8.9308	40.6185	0.0442	0.0496	-0.0746
Si	3.8672	8.9308	40.6185	-0.008	-0.0791	0.0321
Si	7.7343	8.9308	40.6185	-0.0104	-0.0252	-0.0449
Si	1.9336	12.2799	40.6185	-0.0739	0.0506	-0.0189
Si	5.8008	12.2799	40.6185	0.0795	0.0551	0.024
Si	9.6679	12.2799	40.6185	-0.0216	0.0279	-0.0108
Si	0.1471	-1.6101	25.276	0.0008	0.0004	-0.0005
Si	1.6865	1.9207	27.6732	0.0048	-0.0021	0.0019
Si	4.6932	-1.2025	28.4442	-0.0019	0.0004	-0.0043
Si	5.6466	-2.3569	31.279	-0.0036	-0.0024	-0.0117
Si	10.572	1.4359	31.2333	0.003	-0.0181	-0.0021
Si	14.4187	5.3737	33.2306	0.0083	0.01	-0.0252
Si	2.7162	2.1901	30.7823	-0.0126	0.0167	-0.0034
Si	4.5617	5.9549	26.8925	-0.0026	-0.001	-0.0001
Si	3.0968	7.9931	22.646	0.0003	0	-0.0009
Si	-2.5852	5.5147	33.7295	-0.0006	-0.0053	0.0094
Si	3.8743	8.8485	33.5645	-0.0008	-0.0094	-0.002
Si	11.679	8.4468	33.4432	0.013	-0.001	0.0079
Si	-3.9506	8.1668	33.053	-0.0039	0.0023	-0.0006
Si	1.5546	-1.9151	28.2243	-0.0011	0.002	-0.0005
Si	2.5393	6.5062	29.0817	0.0054	-0.0051	0.0013
Si	5.0382	-0.8809	33.0387	0.0071	0.0085	0.0011
Si	0.1073	5.0711	30.3991	0.0103	0.001	0.0026
Si	9.0771	1.8749	19.783	0.0014	-0.0006	0.0001
Si	-5.1356	14.5305	28.8269	-0.0006	0.0003	-0.0012
Si	0.7789	4.3573	32.6711	-0.0068	0.0105	0.0064
Si	7.7737	2.8702	26.4486	-0.0042	-0.0014	-0.0015
Si	0.1297	10.7731	33.071	-0.0013	-0.0065	-0.0077
Si	0.9375	15.4873	32.2972	0.0305	-0.0289	-0.0105
Si	13.8975	11.4248	32.4274	-0.0024	-0.0092	0.0018
Si	-3.7681	-2.9039	32.3076	-0.0009	-0.0021	0.0031
Si	8.0704	4.6003	30.0196	0.001	0.0073	-0.0029
Si	9.3619	7.6911	27.5212	0.0091	0.0075	-0.0026
Si	6.5678	3.1889	31.1444	-0.0181	-0.0008	0.0065
Si	5.0523	1.2673	22.0954	-0.0011	-0.0014	-0.0005
Si	7.3342	2.3932	33.2657	0.0039	0.0025	-0.0004
Si	2.0206	8.8222	29.8106	0.0005	0.0043	-0.0008
Si	-1.4854	15.3315	27.9002	0.0103	-0.0046	-0.0041
Si	10.1308	3.3376	29.8248	0.0005	0.0054	0.003
Si	-1.2124	6.9944	30.4719	0.0009	-0.0028	-0.0045
Si	9.1611	10.6345	26.4261	0.0006	0.0031	0.0007
Si	9.6324	15.3597	33.3191	-0.0068	0.0061	0.0073
Si	1.7075	0.747	34.1621	0.0035	0.0018	0.0052
Si	6.4056	0.4647	34.3343	0.0019	0.0028	-0.0021
Si	9.7308	0.0703	34.6383	-0.0071	0.0065	-0.0064
Si	-0.898	3.9904	34.2538	0.0067	0.0026	-0.0024
Si	4.8027	5.2221	34.5476	-0.0072	-0.0019	0.012
Si	7.061	4.3889	34.4758	0.0065	-0.0012	-0.0074
Si	2.0785	7.516	34.2144	-0.0075	-0.005	0.0034
Si	5.6572	7.5223	34.3274	0.0043	-0.0029	-0.003
Si	9.5912	7.7047	34.3575	-0.0072	-0.0035	0.0032
Si	0.1596	12.395	34.6466	0.0082	-0.0039	0.0083
Si	3.7338	11.0481	34.3226	-0.0129	0.0011	0.008
Si	7.9172	11.9771	34.345	0.0039	-0.0011	-0.001
Si	1.9457	1.1428	36.5703	-0.004	-0.001	0.0033
Si	5.8195	1.0669	36.6159	-0.001	-0.0002	0.0006
Si	9.6504	1.07	36.7721	-0.0005	0.0014	-0.0035
Si	-0.058	4.422	36.5688	-0.0014	-0.001	-0.0044
Si	3.9335	4.5191	36.6812	0.0054	0.0006	-0.0039
Si	7.7038	4.4417	36.7343	0.0041	0.0032	-0.0036
Si	1.9459	7.7587	36.6123	-0.0028	0.0052	-0.0043
Si	5.8028	7.825	36.6751	-0.0001	-0.0035	-0.0019
Si	9.6622	7.8281	36.6978	-0.0011	-0.0012	-0.0012
Si	0.0319	11.2045	36.7101	-0.0032	0.0026	-0.0013
Si	3.8457	11.1774	36.6826	0.002	-0.0002	-0.0038
Si	7.7385	11.1842	36.6218	-0.0001	0.001	-0.0008
Si	0.0063	-0.0016	5.2031	-0.0008	-0.0004	0.0022
Si	3.8703	-0.008	5.1184	0.0005	-0.0016	0.0014
Si	7.7287	-0.0123	5.2118	0.0008	0.0001	0.0012
Si	1.9333	3.34	4.9932	-0.0015	0.0009	0.0007
Si	5.8171	3.3638	5.1662	0.0006	-0.0012	0.0006
Si	9.6327	3.3447	5.1077	0.0056	-0.0005	0.0005
Si	0.017	6.6909	5.0664	-0.0026	0.0002	0.0003
Si	3.8943	6.6922	5.2179	-0.0006	0.0005	0.0015
Si	7.7447	6.7056	5.0734	-0.0019	-0.0009	0.0024
Si	1.9279	10.0588	5.0818	0.001	-0.0018	0.0042
Si	5.7835	10.0589	5.1515	0.0023	-0.0032	-0.0001
Si	9.6678	10.0573	5.2019	-0.0001	-0.0003	0.0017
Si	-0.0025	0.0052	7.6357	0.0043	0.0013	-0.0011
Si	3.8829	-0.0252	7.4779	-0.0025	0.0016	0.0004
Si	7.7189	-0.0512	7.6579	-0.0004	-0.0018	-0.0003
Si	1.9029	3.3067	7.2841	0.0005	0.0006	0.0017
Si	5.8669	3.4216	7.5671	0.0001	0.0031	0.0023
Si	9.5396	3.3578	7.4584	-0.0001	-0.0013	0.0025
Si	0.176	6.6457	7.3835	0.0007	0.0029	0.0011
Si	4.0656	6.6735	7.6624	-0.001	-0.0012	-0.0001
Si	7.8642	6.7831	7.3981	0	0.0023	-0.0004
Si	1.888	10.0798	7.4145	-0.0019	0.0031	-0.0044
Si	5.6966	10.0931	7.5347	0.0006	0.0056	-0.0022
Si	9.6504	10.0638	7.6298	-0.0038	0.001	-0.003
Si	-0.0791	2.3243	8.1473	-0.0028	-0.0022	0.0012
Si	3.8614	2.2592	8.0549	0.001	-0.0032	-0.0003
Si	7.6561	2.1675	8.5109	0.0014	0.0015	-0.0033
Si	2.086	5.4507	8.1669	0.0027	0.0018	0.0008
Si	3.858	3.1547	11.0476	0.0067	-0.0039	0.0044
Si	9.809	5.6326	8.1357	-0.0058	-0.0011	0.0013
Si	1.4125	4.7469	10.2979	0.0018	-0.0016	-0.0016
Si	3.7654	8.9463	8.3058	-0.0045	-0.0078	-0.001
Si	7.5349	8.7159	10.6207	-0.0027	-0.0026	0.0088
Si	1.9735	12.2713	8.3996	-0.002	-0.0002	-0.0012
Si	5.7229	12.2676	8.4936	0.0032	0.002	0.0009
Si	9.7014	12.2863	8.5152	-0.0007	0.002	-0.0035
Si	-2.4253	8.5901	14.6155	-0.0008	0.0015	-0.0004
Si	5.0159	-1.2864	10.8633	-0.0046	-0.0012	0.001
Si	7.4766	6.2293	10.6225	-0.0009	0.0059	-0.0078
Si	6.04	10.2325	12.157	0.0088	0.0058	-0.0053
Si	5.192	5.523	12.1047	-0.0029	0.0009	-0.0024
Si	7.1401	2.1684	17.437	0.0005	-0.0034	0.0013
Si	0.0253	8.851	8.2087	0.0072	-0.0036	-0.0005
Si	0.0545	13.6602	15.7186	-0.0008	-0.0012	0.0003
Si	2.6345	11.6409	10.6663	0.0072	-0.0016	0.0003
Si	7.4279	14.9883	10.9635	-0.0014	-0.0033	0.0065
Si	5.398	14.1609	12.1353	0.0012	0.0013	-0.0022
Si	14.5186	9.2894	10.4956	0.0003	0.008	-0.0008
Si	-1.9116	-0.6669	10.9104	-0.0059	0.0026	0.0121
Si	10.5927	-4.8389	17.3918	0.0012	0.0007	0.0001
Si	6.4026	-2.5554	17.5064	0.002	0.0023	-0.0016
Si	-4.5396	10.9471	14.4351	-0.0044	0.0047	0.0007
Si	8.272	9.9868	21.4514	0.0176	0.0077	0.0077
Si	12.2752	8.603	10.4628	-0.0042	0	0.0007
Si	4.7627	14.5641	19.2174	0.0003	-0.0009	0.0009
Si	0.2425	6.4455	11.3287	-0.0033	-0.0016	0.0001
Si	4.2305	8.6119	12.3152	0.001	-0.0135	0.0082
Si	-1.5102	9.8694	11.9505	-0.0007	0.0043	-0.0005
Si	-0.1931	15.1725	11.9612	-0.0042	-0.0027	0.0056
Si	9.8059	5.3881	10.4825	0.0063	0.0022	0.0035
O	18.4093	-21.0708	12.0769	-0.0002	0.0003	-0.0016
O	16.8859	4.1903	31.4333	0.0235	-0.0045	-0.0035
O	7.9658	10.4887	25.3584	-0.0031	-0.0014	-0.0022
O	-1.3373	-19.8207	26.3932	-0.0091	0.0145	0.0044
O	-1.5294	40.3745	15.386	-0.0003	0.0002	-0.0003
O	-30.316	-6.416	19.1501	0.0011	-0.0004	-0.001
O	16.507	-22.3721	10.9016	0.0007	0.001	0.0015
O	2.3451	24.7428	17.8595	0.0007	-0.0016	-0.0013
O	15.3801	-11.1558	9.7193	-0.0007	0.0006	-0.0033
O	-3.6667	-1.0312	14.5488	0.0007	-0.0002	-0.0001
O	14.9461	-1.4588	13.9518	-0.0027	-0.0011	-0.0013
O	-7.3336	16.1101	19.5267	0.0006	0.0011	-0.0003
O	-13.9969	-4.0912	27.3654	0.0029	-0.0169	0.0016
O	-1.1762	-5.2321	24.1331	-0.0002	-0.007	-0.0087
O	21.7064	34.1573	28.8951	-0.0049	-0.0073	-0.0066
O	26.2831	1.0971	14.635	0	-0.0006	-0.0005
O	16.7011	13.7815	28.3408	0.0024	0.0004	-0.0009
O	26.9774	-24.4894	25.1499	0	0.0003	-0.0008
O	1.9826	16.7296	26.9067	0.0031	0.0025	-0.0061
O	7.6844	13.479	29.1352	0.0059	0.0028	-0.0023
O	8.9713	25.3781	27.3251	0.0034	-0.0008	-0.0017
O	5.9023	-8.4888	20.2034	0.0002	0.0004	-0.0014
O	25.0558	6.2933	18.9891	0.0006	0.0002	-0.0009
O	-10.3709	18.8896	29.2083	-0.0052	-0.0022	0.0017
Si	3.112	0.8048	25.2933	0	-0.0016	-0.0007
Si	3.6413	9.7155	31.3934	0.0012	-0.0002	-0.002
Si	-3.4928	18.8327	22.9957	0.0015	-0.0011	-0.0016
Si	6.1303	5.6535	8.506	-0.0012	-0.0036	0
Si	-0.4293	16.7224	10.2378	0.0051	-0.0019	-0.0059
Si	7.2869	5.503	27.9086	-0.0018	0.0006	-0.0023
Si	-1.3386	0.4183	23.4182	0.0012	-0.0002	-0.0025
Si	-3.1262	12.3459	19.3736	0.0026	-0.0022	-0.0004
Si	8.5215	5.417	15.0399	0.0006	-0.001	0.0006
Si	15.2992	4.5286	31.1638	-0.0129	-0.0017	0.009
Si	10.7009	-0.8266	30.0932	0.0036	0.0134	-0.0085
Si	0.6429	18.5944	19.1292	0.0011	-0.002	0.001
Si	10.3083	5.8937	21.2659	0.0015	-0.0011	-0.0012
Si	2.1734	9.0385	14.6632	-0.0027	0.0011	0.003
Si	-6.1751	12.0638	25.5911	0.0004	0.0012	0
Si	3.6078	4.4858	14.6252	0.0022	-0.0009	-0.0007
Si	12.1369	-0.7004	21.0345	0.0045	-0.0027	0.0024
Si	-8.451	13.6797	32.2952	-0.0155	0.0137	-0.0163
Si	3.7459	-1.1889	17.6952	0.0003	0.0008	0
Si	1.5408	5.6832	23.8962	0.0017	-0.0008	0.0029
Si	1.749	11.7783	13.6039	0.0001	0.0003	-0.0021
Si	-1.4973	-2.7098	31.3911	0.001	0.0042	-0.0035
Si	19.3815	8.4232	18.9068	-0.0004	-0.001	-0.0013
Si	13.4096	1.993	14.2277	0.0009	-0.0001	0.0004
Si	2.0125	4.016	21.4341	0.0002	-0.0045	-0.0007
Si	7.2506	0.6964	24.3456	0.0011	-0.0027	-0.0023
Si	14.7383	3.6698	25.7989	-0.0023	-0.0003	0.0021
Si	11.0028	18.9271	16.6254	0.0016	-0.0008	0.0023
Si	1.1047	-3.2023	22.7112	-0.0019	0.005	-0.0028
Si	6.0578	4.1653	16.4547	0.0001	-0.0016	0.0001
Si	1.2479	6.2656	14.4034	0.0005	0.001	-0.0013
Si	-3.1195	0.4082	15.1397	0.0005	-0.0022	-0.001
Si	10.92	8.6164	22.6354	-0.0108	0.0061	0.0019
Si	11.5967	8.7839	31.1227	0.0017	0.0071	-0.0136
Si	18.4988	9.9472	24.2787	0.0042	0.0034	-0.0023
Si	-2.7177	16.221	13.2615	-0.0015	-0.0024	-0.0008
Si	16.4161	3.7841	20.6747	0.0007	-0.0011	0.0001
Si	-2.1106	3.0657	21.9804	0.0007	-0.0029	-0.0018
Si	10.3672	6.6785	24.8176	-0.0054	0.0042	-0.0029
Si	14.5502	7.3927	19.5074	0.0002	-0.0001	-0.0002
Si	7.6293	8.9874	8.2577	0.0067	-0.0086	-0.0008
Si	8.4896	-7.0399	31.6139	-0.0039	0.0006	-0.0045
Si	5.8058	6.0316	18.9974	0.0005	-0.0001	0.0013
Si	-0.3903	-0.0614	18.8405	0.0004	-0.0001	0.0037
Si	14.2722	1.0888	22.4572	-0.0011	-0.001	-0.0036
Si	1.9218	9.7585	17.6573	0.001	0	-0.0005
Si	-2.4339	-0.2175	28.4464	-0.0066	-0.0122	0.001
Si	4.0516	-0.1765	14.6702	0.002	-0.0008	-0.0008
Si	17.3306	7.1412	24.1192	0.0003	0.0002	-0.0019
O	-13.2368	-1.1333	18.7057	-0.0046	-0.0006	0.0014
O	-4.1173	-8.9237	26.6122	0.0025	-0.0007	0.0004
O	12.6317	25.1828	26.6819	0.0019	-0.0003	-0.0005
O	7.8496	27.7863	16.5271	0.0001	0.0017	-0.0014
O	10.5217	4.336	21.7781	0.0014	0.0025	-0.0012
O	34.0806	26.4841	22.0714	-0.0003	0.0001	-0.0001
O	-24.2331	1.4425	19.1915	0.0003	-0.001	-0.0009
O	6.956	-11.2245	27.6802	0.0018	-0.0013	-0.0008
O	-7.4721	-0.4384	25.2113	0.001	0.0003	-0.0009
O	0.5534	-1.1737	29.3048	-0.003	-0.0033	-0.0021
O	25.7378	31.4666	24.6859	-0.003	0.0028	-0.0017
O	25.1259	13.5038	21.3871	-0.0025	-0.0014	-0.0015
O	3.6598	-7.6725	30.0147	0.0011	0.0065	-0.0082
O	14.2195	8.8256	18.7964	0.0003	-0.0004	-0.0011
O	11.5866	9.8507	11.3352	-0.0006	-0.0048	-0.0014
O	18.4837	22.7215	17.8809	0.0002	0.0011	-0.0005
O	17.8561	24.3538	15.8785	0.0021	-0.001	0.0047
O	33.7266	24.1622	25.5643	-0.0007	-0.0008	0.0001
O	-8.7825	-5.8641	21.1177	0.0009	-0.0001	0.0001
O	-18.8273	4.3776	26.5447	0	0.0003	-0.0029
O	0.3036	-0.0217	17.3282	0.001	-0.0002	-0.0035
O	12.4881	-29.0795	21.3463	-0.0003	0.0016	0.0024
O	1.3743	-3.1687	13.8942	0.0044	-0.0036	0.0028
O	6.0755	1.926	30.1939	0.0034	-0.0002	-0.0022
O	-3.6883	20.3613	27.5203	0.0057	0.0011	0.0005
O	9.7459	-3.9177	21.9011	-0.0195	0.0044	-0.0047
O	16.5395	11.1801	18.1465	0.0006	-0.0008	-0.0008
O	0.0975	1.6177	27.6242	-0.0082	0.0018	-0.0019
O	16.1806	17.243	15.7748	-0.0002	0.0005	-0.0011
O	21.5399	22.4168	15.9798	0.0005	-0.0006	-0.0004
O	24.3857	17.3496	20.0352	0.0008	0.0012	-0.0002
O	6.9755	5.0977	15.4455	0.0022	0.0002	-0.0007
O	8.2095	29.4862	18.6109	-0.001	0.0013	-0.0026
O	17.231	-8.2432	17.6627	0.0003	-0.0003	-0.0018
O	24.2949	-18.9568	14.7722	0.004	0.0029	-0.0006
O	11.7237	5.7972	24.6537	0.0034	0.0011	-0.0042
O	4.9694	20.097	25.4969	0.0011	-0.0003	-0.0014
O	-0.4854	-13.5511	24.7346	0.001	-0.0017	-0.0004
O	-0.6689	13.6916	11.4031	0.0014	0.0028	-0.001
O	15.1108	18.0067	21.1654	0.0011	0.0001	-0.0009
O	-1.1743	2.3499	13.142	0.001	-0.0006	-0.0063
O	-3.4296	3.8095	22.6881	-0.0005	0.001	-0.0002
O	-8.4167	-6.8155	27.5528	0.0006	0.0003	-0.0006
O	5.296	27.3293	20.6361	0.0009	-0.0001	-0.0013
O	5.5127	11.6009	29.7186	0.0012	-0.0013	0.0039
O	-15.7507	11.8936	18.1899	0.002	-0.0027	0.0023
O	20.994	-10.7729	26.5805	0.0033	-0.0022	0.0044
O	-4.2685	10.2242	22.7464	0.0169	-0.0044	-0.01
O	24.2217	-2.259	24.0607	-0.0008	-0.0026	-0.0037
O	7.1827	20.2976	18.8664	0.0009	0.0008	-0.0012
O	8.1375	2.8429	11.8037	0.0013	-0.0004	0.0015
O	-4.8594	8.3494	24.5185	-0.0002	-0.0004	-0.0009
O	-9.3185	1.8979	29.185	-0.0005	-0.0017	0.0012
O	-0.4573	20.4385	17.2158	0.0003	-0.0004	-0.0013
O	12.414	-14.1582	14.6531	0.0009	-0.0006	-0.0008
O	20.4941	-9.0638	13.8746	-0.0007	-0.0003	0.0011
O	24.4542	28.4003	12.7318	0.0006	0.0009	-0.0016
O	28.7319	10.8046	24.5572	0.0045	-0.002	-0.0022
O	21.7164	-17.7207	13.373	0.0005	-0.0004	0
O	13.6695	15.9731	22.1546	0.0009	0.0018	-0.0014
O	-18.6766	20.4043	11.9432	0.0014	-0.001	-0.0032
O	21.857	2.0332	23.0387	0.0005	0.0001	-0.0004
O	11.794	17.9788	17.6863	-0.0005	0.001	-0.0025
O	7.5817	22.3062	20.4476	0.006	0.0028	0.0033
O	3.0728	-14.7517	28.5245	0.0017	-0.001	-0.0009
O	5.925	1.302	18.1066	0.0017	0.0011	-0.0026
O	14.2273	-3.8398	22.7467	-0.0001	-0.0016	-0.0008
O	5.4044	29.6684	21.8971	0.0005	0.0017	-0.0015
O	-2.2208	-4.8455	18.513	0	-0.0007	-0.0008
O	14.1719	9.4045	16.1963	-0.0016	-0.0006	-0.0044
O	8.1403	1.6426	14.1093	0.0022	0.002	-0.0014
O	-14.0637	9.0122	10.9573	-0.0013	0.0008	-0.0033
O	13.2893	25.4977	11.9918	-0.0028	0.0004	0.0064
O	11.879	22.9307	17.7349	0	-0.0007	-0.0008
O	2.1933	-6.2312	23.7323	-0.0006	-0.0037	-0.0007
O	9.1059	-7.5804	24.2439	0.01	0.0067	0.0039
O	-2.9294	-13.2645	23.749	-0.0004	0	-0.0003
O	11.7308	18.7925	15.187	-0.0003	-0.0003	-0.0004
O	31.9894	6.9809	14.5635	0.0001	-0.0015	-0.0005
O	-7.2804	2.0499	12.1711	-0.0034	0.0038	-0.0037
O	8.2994	0.1846	11.1417	0.0026	-0.0019	-0.0059
O	-2.1624	5.1272	16.3766	-0.0013	0.0005	-0.0034
O	-0.7505	19.2412	19.7328	-0.0004	-0.0009	0.0015
O	5.2611	-1.9393	27.0982	0	-0.0003	0.0019
O	2.1639	14.0512	23.9689	0.001	0.0004	0.0002
O	-7.9811	0.1435	18.6511	0.0005	-0.0007	-0.0012
O	18.9391	-11.2083	25.0313	0.002	0.0021	0.0004
O	14.3741	5.8722	14.8943	0.0005	0.0004	-0.0002
O	4.6619	4.7877	13.4315	-0.0002	0.0013	-0.0012
O	-3.2112	11.3947	20.6742	-0.0042	-0.018	0.007
O	17.7386	0.6876	23.1558	0.002	-0.0007	0.0008
O	15.7935	12.8023	16.2318	-0.0002	0	-0.0016
O	-3.3655	-12.9353	19.9626	-0.0001	-0.0024	-0.0012
O	-8.091	-4.7555	13.8088	-0.0027	0.0037	-0.0018
O	-10.7409	6.1252	12.8414	0.0017	0.0012	-0.0009
O	17.3147	5.9436	28.0366	0.0032	0.0002	-0.0008
O	16.9767	0.2239	13.7544	-0.0005	-0.0004	0.0015
O	-23.6502	7.1608	21.8842	-0.0003	-0.0002	-0.0012
O	-9.9482	9.8555	28.5242	0.0008	-0.0018	-0.0015
O	21.2096	-1.9569	11.9575	0.0024	-0.0034	-0.0034
O	1.3166	-8.3094	22.4136	0.0007	0.0009	0.0005
O	6.6003	-20.8524	23.3969	0	0.0004	-0.001
O	-2.8849	-7.2111	21.6318	0.0008	-0.0001	-0.001
O	2.3623	-12.6342	26.733	0.0009	-0.0002	-0.003
O	14.0559	17.3264	11.3299	-0.0015	0.0009	0.0001
O	-4.8713	13.0522	25.4964	0.0007	-0.0005	-0.0014
O	13.9714	3.506	14.2468	0.0001	-0.0009	0.0001
O	12.257	1.7505	15.369	0.0007	0.0002	-0.0009
O	-6.9434	7.7376	23.0365	0.0022	-0.0007	0
O	7.8427	22.8982	14.5069	0.0017	-0.0019	-0.0003

Results
free energy: -229398.766 eV
free energy less fixed offsets of O -568.88, Si -635.61 eV per atom: 13.164 eV

The program warned: the cutoff lies below the one the program advises for these potential files; the exchange-correlation potential is rough where the density is thin.
